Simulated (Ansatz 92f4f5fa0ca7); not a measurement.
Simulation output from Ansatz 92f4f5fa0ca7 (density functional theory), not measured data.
Periodic cell of 256 atoms, Si144O112, from a study of silicon, its oxide and their interface. The atomic structure is a simulated model.
This geometry differs little from another in the collection (a relaxation step or a small displacement).

Settings: functional r2SCAN; potential files Ansatz PAW; basis plane waves; wave-function cutoff 800 eV; density cutoff ratio 5; exchange-correlation grid ratio 1; k mesh 1 x 1 x 1, shifted by 0.5 0.5 0 of a step; self-consistency stop 1e-10 eV per atom in the density residual; occupations fixed; spin none; net charge 0.

Cell vectors (angstrom)
a	10.887	0	0
b	0	10.887	0
c	0	0	36.2479

Atoms and the computed forces on them: element, x, y, z (angstrom), force x, y, z (eV/angstrom)
Si	0.2779	-0.2769	-0.0314	-0.0001	-0.0006	-0.0043
Si	3.1149	2.5513	0.1571	-0.0009	-0.0008	-0.0027
Si	-0.1627	5.8048	0.1044	0.0015	-0.002	-0.0001
Si	2.5237	8.4193	-0.0822	0.0005	-0.0022	-0.0018
Si	5.2933	0.3556	0.0949	0.0014	-0.0034	-0.002
Si	7.87	2.995	0.1319	-0.0001	-0.0019	-0.0016
Si	5.7155	5.2238	0.0539	-0.0019	0.002	-0.0034
Si	8.5428	7.9645	0.2518	-0.0031	0.001	-0.0043
Si	1.4275	1.342	1.2844	-0.0013	-0.0002	-0.0006
Si	4.2103	4.1058	1.4825	-0.0004	-0.0002	0.0009
Si	1.4251	6.912	1.3912	-0.0003	-0.0008	-0.0002
Si	4.1073	9.5684	1.2655	-0.0007	0	0
Si	6.802	1.443	1.5035	-0.0011	-0.0014	-0.0007
Si	9.5475	4.1451	1.3247	0.0001	-0.0011	-0.002
Si	6.8741	6.7829	1.3872	-0.0011	-0.0005	-0.0007
Si	9.6861	9.5467	1.4849	-0.0013	-0.0011	0.0011
Si	0.0308	2.7236	2.6277	-0.0005	-0.0004	0.001
Si	2.7609	0.0026	2.7195	0.0007	-0.0018	0.0021
Si	0.1087	8.1999	2.8609	-0.0008	0	0.0012
Si	2.756	5.4798	2.7051	-0.0003	0.0002	0.0004
Si	5.4904	2.7609	2.9075	-0.0006	0.0004	0.0028
Si	8.2196	0.025	2.7307	-0.0002	-0.0001	0.0008
Si	5.4596	8.1854	2.6459	-0.0014	-0.0003	0
Si	8.2128	5.4426	2.7899	-0.0002	-0.0005	0.0004
Si	1.3691	4.0888	4.0249	-0.0009	-0.001	-0.0008
Si	4.0852	1.3538	4.1313	-0.0006	-0.0001	-0.0008
Si	1.4463	9.569	4.1644	-0.0012	-0.0001	0.0001
Si	4.1123	6.839	4.0599	-0.0001	0.0003	-0.0003
Si	6.8708	4.1149	4.1938	-0.0015	-0.0002	-0.0002
Si	9.5733	1.3992	4.0672	0.0003	0	0.0002
Si	6.8179	9.5291	4.0405	-0.0011	-0.0013	-0.0006
Si	9.5653	6.8204	4.1265	0.0006	-0.0002	-0.0013
Si	0.0213	0.0339	5.452	-0.0004	0.0002	0.0001
Si	2.6996	2.7326	5.429	-0.0013	-0.0006	0.0002
Si	0.0231	5.4235	5.444	-0.0004	-0.0009	-0.0002
Si	2.7705	8.1627	5.481	-0.0001	-0.0011	0.0002
Si	5.4634	-0.0249	5.4484	-0.0004	-0.0005	0
Si	8.2191	2.7138	5.491	-0.0001	-0.0005	0.0005
Si	5.4428	5.4772	5.4562	-0.0016	0	-0.0004
Si	8.1592	8.1764	5.4357	-0.0014	-0.0011	0.0001
Si	1.3572	1.3907	6.8195	-0.0008	0	-0.0003
Si	4.067	4.0859	6.7801	-0.0012	-0.0015	-0.0002
Si	1.3717	6.7912	6.8024	-0.001	-0.0007	-0.0006
Si	4.1074	9.5198	6.8399	-0.0011	-0.0019	-0.0001
Si	6.8248	1.333	6.8051	-0.0014	0.0002	0
Si	9.5578	4.0872	6.8397	-0.0005	-0.0004	-0.0004
Si	6.7953	6.8232	6.8099	-0.001	-0.0014	-0.0001
Si	9.5209	9.5457	6.7785	-0.0009	-0.0006	0.0003
Si	0.0131	2.7273	8.2038	-0.0011	-0.0009	-0.0003
Si	2.6992	-0.0037	8.1579	-0.0005	-0.0009	0
Si	-0.0379	8.1512	8.1237	-0.0001	-0.0012	-0.0001
Si	2.7118	5.4213	8.1652	-0.0012	-0.0007	-0.0005
Si	5.4106	2.6849	8.1154	0.0004	0.0002	0.0002
Si	8.1808	-0.0127	8.1828	-0.0008	-0.0009	-0.0002
Si	5.4519	8.1592	8.1961	-0.0013	-0.0004	-0.0007
Si	8.1278	5.4278	8.1518	0	-0.0012	0
Si	1.3635	4.0812	9.5641	-0.0005	-0.0006	-0.0011
Si	4.0629	1.343	9.5172	-0.0016	-0.0008	0.0005
Si	1.2959	9.5229	9.4844	-0.0006	-0.0016	-0.0001
Si	4.071	6.7749	9.5127	-0.0015	-0.0005	-0.0001
Si	6.7635	4.0171	9.4772	-0.0006	-0.0004	-0.001
Si	9.5292	1.3654	9.5431	0	0.0006	0.0003
Si	6.8132	9.5169	9.5439	-0.0008	-0.0006	0.0004
Si	9.4595	6.8164	9.4926	-0.0008	-0.001	-0.0004
Si	-0.0397	-0.0207	10.9117	-0.0012	-0.0006	0.0005
Si	2.718	2.6834	10.9152	-0.0025	0.0007	0.0002
Si	-0.0946	5.442	10.8232	-0.0006	-0.0004	0.0001
Si	2.6586	8.15	10.7966	-0.0005	-0.0012	-0.0002
Si	5.4389	-0.0103	10.8721	-0.0008	-0.001	0.0014
Si	8.1073	2.6795	10.8779	-0.0004	-0.0002	-0.0003
Si	5.4063	5.3509	10.8393	0.0003	-0.0013	-0.0001
Si	8.1195	8.1403	10.9315	0.0008	-0.0008	0.001
Si	1.3721	1.2985	12.2704	0.0003	-0.0002	-0.0005
Si	4.0976	4.0201	12.2768	-0.002	-0.0009	-0.0012
Si	1.2339	6.8415	12.1193	-0.0006	-0.0007	-0.002
Si	4.0538	9.4714	12.1341	-0.0005	0.0008	-0.0013
Si	6.7935	1.3005	12.2964	-0.0024	0.0005	-0.001
Si	9.4167	4.099	12.1954	-0.0007	-0.0007	-0.002
Si	6.7421	6.6817	12.2037	-0.001	0.0004	-0.0009
Si	9.4137	9.5757	12.2999	-0.0008	-0.0007	-0.0007
Si	-0.1616	2.6222	13.4726	-0.001	-0.0026	-0.0005
Si	2.836	-0.0555	13.5882	0.0007	0.001	0.0001
Si	-0.0421	8.2675	13.5554	-0.0009	0.0017	-0.0008
Si	2.5294	5.3634	13.3848	-0.0036	-0.0018	-0.0032
Si	5.5447	2.7171	13.6836	-0.0007	0.0016	0.0001
Si	7.9944	-0.1109	13.8142	-0.0014	0	0.0009
Si	5.2525	7.9485	13.4474	-0.0011	-0.0001	-0.0001
Si	8.1076	5.4646	13.6765	0	0.0003	0.0004
Si	0.8849	4.3058	14.6593	-0.0035	-0.0004	0.0029
Si	4.1301	1.379	14.9718	-0.0028	0.0009	0.0027
Si	1.5768	9.3495	14.8571	-0.0006	0.0016	0.0024
Si	3.5276	6.9262	14.7396	0.0002	-0.0004	0.0042
Si	7.0826	3.8567	15.0816	-0.0014	0.0002	0.0026
Si	9.2434	1.5625	14.9701	-0.0028	-0.0031	0.0004
Si	6.5278	9.1367	14.9304	0.0004	0.0004	0.005
Si	9.7163	6.7175	14.8775	-0.0027	0.0019	0.0017
Si	11.5973	-10.3045	30.0726	-0.001	-0.0003	-0.0036
Si	-0.7331	17.5204	20.9029	-0.0007	0.0026	0.0052
Si	7.6785	-2.743	21.4041	0.0002	-0.0003	0.0035
Si	8.1806	7.6041	17.1799	-0.0002	0.0012	0.0075
Si	21.3368	17.6468	26.1402	0.0012	-0.0002	0.0007
Si	12.0289	3.8315	34.5515	-0.0007	-0.001	-0.0162
Si	-0.5104	9.3698	21.8771	0.0028	0.0004	0.0032
Si	-16.735	-3.9838	25.9558	-0.0012	-0.0002	-0.0004
Si	12.3046	5.4178	19.4861	0.0011	-0.0033	0.0069
Si	11.7895	-3.8217	28.6829	0.0004	-0.0004	-0.0017
Si	-1.1352	9.2386	29.5989	0.0001	0.0005	-0.0011
Si	8.7689	15.8427	27.6928	-0.0006	-0.0008	0.0001
Si	-4.5624	-39.1194	29.7224	0.0009	-0.0002	-0.0042
Si	5.2095	7.0037	31.1455	0.0009	0.0005	-0.0049
Si	6.7803	-1.4646	34.3782	-0.0039	-0.0028	-0.0069
Si	-16.0613	24.9623	20.2141	-0.0008	-0.0002	0.0063
Si	11.9094	10.8783	19.872	0.0006	0.0014	0.0051
Si	11.3587	-6.6362	29.3267	0.0022	0.0003	-0.0026
Si	15.8719	25.729	27.0552	0.0009	-0.0002	0.0002
Si	-10.1075	1.5386	25.0135	0.0002	0.0014	0.0012
Si	5.067	15.6079	22.7906	-0.0008	0.0013	0.0021
Si	30.8461	-20.9496	28.3458	0.0005	-0.0022	-0.0009
Si	14.4494	5.3941	17.4803	-0.002	-0.0004	0.0071
Si	26.8799	-0.3716	17.2677	-0.0011	-0.001	0.0073
Si	24.3397	13.6333	20.304	0.0016	0.0017	0.0017
Si	14.4899	-23.2602	19.7973	-0.0006	0.0009	0.006
Si	8.9364	13.302	23.568	0	0.0007	0.0012
Si	-19.4626	2.9012	16.5995	0.0006	-0.0011	0.0064
Si	-3.4406	-10.0222	21.263	0.0007	0.0014	0.0025
Si	-6.0233	-11.0609	22.3806	0.0003	0.0021	0.0027
Si	-4.5063	-9.5	30.0255	0.0009	0.0004	-0.0033
Si	3.5978	0.4111	28.8078	-0.0002	-0.0001	-0.0011
Si	-8.6337	13.527	27.3443	0.0011	0.0004	-0.0007
Si	-1.0199	-9.0693	34.4831	0.0004	-0.0002	-0.0101
Si	11.4764	-1.4947	24.8731	-0.0005	-0.0001	-0.0002
Si	17.8316	6.7897	23.9	-0.0009	0.0004	0.001
Si	-7.1154	-13.5688	28.6106	-0.0011	0.0009	-0.0007
Si	11.3842	0.4729	17.0351	-0.0003	0.0012	0.0088
Si	7.5002	-1.0589	19.0959	-0.0004	0.0004	0.0065
Si	14.2332	-2.4224	23.9295	0.0011	0.0007	0.0004
Si	7.6488	24.3612	26.2028	0.0002	0.0004	0.0004
Si	9.7001	-16.3021	23.621	0.0002	0.0001	0.0021
Si	11.0646	-18.9831	31.9861	0.0016	0	-0.0085
Si	14.1603	6.9423	21.381	0.0018	0	0.0045
Si	14.1232	13.323	23.1787	0.0014	0.0004	0.0012
Si	-4.4999	-5.7407	17.9544	0.0006	-0.0018	0.0077
Si	15.4122	7.1565	34.1345	0.0013	-0.0004	-0.0038
Si	7.1511	-12.2109	31.4194	-0.0007	-0.0007	-0.0061
O	10.5541	-13.4537	-10.5701	0.0007	0.0015	-0.0003
O	-0.1687	-18.0454	-5.5235	0.0009	-0.0002	0.0037
O	-14.2852	-12.0163	-3.2691	-0.0001	-0.0004	0.0069
O	4.4171	-12.1473	-12.7334	0.0008	0.0002	-0.0005
O	4.1865	1.4528	-0.4266	-0.001	0.0001	0.0004
O	1.3778	-1.3822	-0.5701	-0.0016	0.0005	0.0049
O	4.9131	-9.6551	-6.9287	0.0011	-0.0004	0.001
O	-2.4687	-8.748	-1.1547	-0.0023	0.0003	0.0029
O	4.1164	9.7857	-7.6643	0.0006	-0.0002	0.0006
O	27.9602	-2.6071	-4.9671	0.0002	0.0012	0.0014
O	16.1188	5.3333	-9.9872	0.001	0.0006	0.0001
O	19.9817	25.781	-12.8627	0.0006	0.0003	-0.0005
O	15.2807	28.5837	-3.6995	-0.0011	0.0005	0.0052
O	-2.253	-20.2823	26.9341	0.0004	0	0.0001
O	-1.3509	7.0831	16.4793	-0.0002	-0.0011	-0.0053
O	-0.0779	5.5528	14.9225	0.0033	-0.0021	-0.0001
O	-4.4305	12.6738	20.3925	-0.0006	0.002	-0.0015
O	8.5407	6.8732	20.8322	-0.001	0.0007	0.0007
O	-8.6716	5.9693	18.1825	0.0022	0.0015	-0.0051
O	11.883	2.4592	26.3337	-0.0002	-0.0004	-0.0002
O	4.1342	13.81	19.8813	0	0.0004	-0.0023
O	19.4176	6.5533	23.9061	-0.0004	0.0005	-0.0006
O	10.0828	1.0665	16.2864	-0.0025	0.0019	-0.005
O	0.0277	-0.1858	21.1342	0.0002	0.0013	-0.0021
O	11.9141	-0.8144	16.215	0	-0.0025	-0.0047
O	7.6508	-5.9778	28.8759	0.0003	0.0003	0.0007
O	10.9587	9.416	23.36	0.0012	0.0026	0.0004
O	7.4291	6.3955	17.9675	-0.0004	0.0015	-0.0016
O	13.0411	12.6714	24.1802	0.0007	0.0003	0
O	3.9056	-3.0283	20.1989	0.0009	0.0023	-0.0031
O	-17.6644	3.7298	23.6724	-0.0003	0.0002	0.0006
O	4.3149	5.9159	22.027	0.0001	0.0003	-0.0004
O	6.8277	19.6731	20.1711	0.0001	0.0013	-0.0024
O	-9.7679	-6.9844	16.2324	-0.0011	0.0017	-0.0036
O	6.4512	-21.6756	31.0239	0.0002	-0.0004	0.0023
O	26.3063	-14.156	27.3073	0.0004	0.0011	0.0003
O	23.7537	1.2817	20.0056	-0.0005	-0.0002	0.0001
O	4.5705	11.8878	16.5522	0.0009	0.0004	-0.0052
O	4.2792	-11.4281	20.9181	-0.0007	-0.0007	-0.0024
O	-15.7993	-5.2787	30.7836	0.0006	0.0009	0.0026
O	8.763	9.2119	22.0022	-0.0001	0.0015	-0.0007
O	14.0382	18.6021	34.8111	-0.0004	0.0002	0.0031
O	13.89	-9.6855	27.5234	0.0002	0	0.0005
O	8.2053	-10.8459	20.059	0.0011	-0.0001	-0.0036
O	-0.5141	-8.974	24.1238	0.0002	0.0007	-0.0002
O	9.2501	10.0903	28.2928	-0.0002	-0.0008	-0.0005
O	24.7264	-8.3841	15.173	0.001	0.0011	-0.0054
O	-2.6864	13.6066	15.4988	-0.0014	0.0003	0.0004
O	-4.4318	7.426	25.3168	0.0003	0.0007	0.0009
O	5.3422	-1.2548	15.9404	0.0015	-0.0013	-0.0044
O	8.4488	30.6502	18.1666	0.0009	-0.0016	-0.0031
O	6.0913	-0.1514	35.0109	-0.0016	-0.0013	0.0011
O	25.7699	-3.6545	24.7558	-0.0001	0.0001	0
O	2.7101	-2.9877	22.5566	-0.0011	-0.0008	-0.0017
O	-5.2449	-2.5864	34.2565	0.0033	-0.0014	0.0052
O	-4.6927	5.3702	23.732	0.0008	0.0016	-0.0009
O	10.6587	27.4758	24.9133	0.0001	0.0002	-0.0007
O	-13.2575	-9.2207	22.1884	0.0005	0.0002	-0.001
O	12.9699	6.0519	20.801	-0.0018	0.0014	-0.0028
O	23.3778	-28.8526	19.5437	-0.0014	-0.0016	-0.0037
O	29.5127	13.0662	24.6422	0.0011	0	-0.0012
O	-4.0932	14.9777	35.7951	0.0004	-0.0012	0.0006
O	-1.7958	-4.4868	26.9957	0.0004	0.001	-0.0005
O	10.9959	10.9411	18.5399	-0.0004	0.0009	-0.0031
O	-0.3989	5.8249	22.2629	0.0008	0.0015	-0.0031
O	-3.54	8.0927	15.8757	-0.0021	0.001	-0.007
O	-6.8029	20.696	18.2983	0.0022	0.0008	-0.006
O	-19.7686	-1.2855	19.7994	-0.0009	-0.0005	-0.001
O	-17.5294	7.3888	29.9151	0.0012	-0.0002	0.0029
O	1.1525	14.5411	32.9494	0.0007	0.0014	0.0005
O	13.4525	-2.7618	15.3044	-0.0017	-0.0001	-0.0006
O	6.4926	10.6247	18.1031	-0.0008	0.0011	-0.0057
O	6.48	-21.8087	22.238	0.0011	0.002	-0.0017
O	8.4727	-12.623	30.5796	-0.0003	-0.0003	0.0007
O	-10.8586	10.0441	30.3897	0	0.001	0.0004
O	21.745	8.0879	21.0143	0.0015	0.0011	-0.0001
O	6.4768	-6.4339	16.4826	-0.0001	-0.002	-0.0063
O	-0.7532	-17.4309	28.2879	0.0015	-0.0001	0.0027
O	3.421	-7.1189	17.3868	-0.0028	0.0001	-0.0017
O	-5.7577	-17.5137	28.6417	0.0011	0.0001	0.0003
O	-0.1486	-5.0374	19.6001	0.001	0.0006	-0.0027
O	13.4738	3.4363	35.1269	0.0003	-0.0008	0.005
O	-8.7277	19.894	24.8727	0.0004	0.001	-0.0003
O	-11.936	-8.6688	32.9043	-0.0021	-0.0012	0.0048
O	9.5957	-4.0047	35.8467	-0.001	-0.0001	-0.0031
O	12.5859	1.5567	17.2304	-0.0005	0.0003	-0.0022
O	0.6427	5.2949	35.0066	-0.0013	0.0012	0.0026
O	11.9795	-5.1509	29.5919	0.0002	-0.0002	0.0019
O	26.679	16.6004	18.313	-0.0013	0	-0.0051
O	6.0806	2.7783	26.6566	-0.0003	0.0001	0
O	22.3145	-10.885	25.4921	-0.0005	-0.0001	0.0006
O	27.6141	-6.9887	21.6506	0.0007	-0.001	-0.0026
O	13.3192	-7.8984	21.8905	-0.0003	0.0004	-0.0053
O	1.6457	14.1725	28.7212	-0.0006	0	0.001
O	21.2573	0.3253	34.89	0.0011	-0.0011	0.0017
O	26.0539	12.1596	22.7912	0	0.0001	-0.0003
O	8.3115	4.0384	26.4459	0.0024	0.0003	0.0001
O	21.3149	-3.0513	29.1577	0.0003	-0.0009	0.0008
O	0.7899	17.4167	27.1591	0.0017	0.0003	0.0004
O	5.0065	-15.9243	34.9654	-0.0001	-0.0015	0.0034
O	-8.7267	18.9552	28.6584	0.0007	0.0011	0.0009
O	17.4555	4.0132	19.1007	0.0012	0.003	-0.0051
O	0.0657	-8.0891	35.1871	-0.0009	-0.0007	0.0073
O	3.891	16.952	16.0629	-0.0007	0.0023	-0.0069
O	2.2664	-21.4435	29.7208	0.0008	0.0009	0.0011
O	-2.9257	8.8605	35.2901	0.0011	0.0003	0.0043
O	-4.2269	29.4953	22.5906	0.0012	0.0004	-0.0002
O	18.669	1.2231	29.2322	0.0007	0.0008	0.001
O	21.4126	1.2911	29.0007	0.0011	0.0008	0.0008
O	3.4432	3.5671	26.7575	0.0003	-0.0002	-0.0003
O	28.2338	2.9725	30.4796	0.0002	0.0003	0.002
O	11.7536	1.47	31.4019	-0.0002	0.0005	0.0031

Results
free energy: -155989.282 eV
free energy less fixed offsets of O -570.45, Si -639.56 eV per atom: -2.242 eV

The program warned: the cutoff lies below the one the program advises for these potential files; the forces do not sum to zero within the program's tolerance; empty levels may hold ghost states of the PAW files; the exchange-correlation potential is rough where the density is thin.
